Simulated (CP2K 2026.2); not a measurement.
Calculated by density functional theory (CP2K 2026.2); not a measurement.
Periodic cell of 504 atoms, Si360O144, from a study of silicon, its oxide and their interface. The atomic structure is a simulated model.
Doubt: the forces sum to 0.99 eV/angstrom along one axis rather than to zero, so they err by at least 0.0020 eV/angstrom per atom on average; the grid cutoff is modest.

Settings
functional: PBE
method: Gaussian and plane waves
basis set: DZVP-MOLOPT-SR-GTH
pseudopotentials: GTH-PBE
grid cutoff: 300 Ry, relative cutoff 40 Ry
k points: Gamma only
occupations: fixed
spin: none
net charge: 0

Cell vectors (angstrom)
a	16.32	0	0
b	0	16.32	0
c	-7.2755	7.4054	33.5901

Atoms and the computed forces on them: element, x, y, z (angstrom), force x, y, z (eV/angstrom)
Si	1.032	-0.898	0.211	0.099	0.054	0.775
Si	4.351	1.352	0.01	-0.26	0.23	0.695
Si	1.152	4.226	0.098	0.318	-0.286	0.629
Si	3.748	6.866	0.236	0.158	0.008	0.681
Si	1.607	-7.22	0.188	-0.047	0.119	0.699
Si	4.259	-4.465	0.171	0.014	0.123	0.718
Si	6.375	-1.128	-0.084	0.355	-0.23	0.669
Si	9.235	1.677	0.16	-0.027	-0.13	0.78
Si	7.219	4.007	0.202	-0.167	-0.023	0.7
Si	9.974	6.595	-0.031	-0.257	0.208	0.689
Si	6.402	9.586	-0.077	0.249	-0.102	0.656
Si	-6.575	-4.517	-0.14	-0.099	0.201	0.691
Si	-3.865	-1.617	-0.113	-0.096	0.13	0.779
Si	-1.122	1.312	-0.004	-0.264	0.07	0.686
Si	-4.343	4.201	0.204	0.239	-0.063	0.688
Si	-1.036	6.544	0.213	-0.39	0.181	0.698
Si	-4.204	-6.568	0.116	0.133	0.001	0.658
Si	-1.432	-3.632	-0.185	0.089	-0.244	0.664
Si	2.739	0.199	1.35	0.024	-0.005	-0.023
Si	5.528	2.83	1.38	0.016	0.029	-0.064
Si	2.644	5.345	1.54	-0.013	-0.005	-0.049
Si	5.371	8.096	1.403	-0.01	-0.006	-0.05
Si	2.699	-5.575	1.466	-0.011	0.004	-0.035
Si	5.397	-2.752	1.321	-0.01	-0.003	-0.008
Si	8.071	-0.046	1.234	0.008	0.011	-0.046
Si	-5.536	2.748	1.547	-0.019	0.002	-0.045
Si	8.375	5.552	1.442	0.022	0.02	-0.041
Si	-5.361	8.177	1.396	-0.002	0.005	-0.032
Si	8.112	-5.585	1.188	-0.039	-0.004	-0.041
Si	-5.458	-2.816	1.161	0.012	-0.006	-0.031
Si	-2.766	0.051	1.194	0.023	-0.02	-0.031
Si	0.025	2.703	1.461	-0.016	-0.007	-0.061
Si	-2.721	5.414	1.399	0.001	-0.004	-0.037
Si	0.029	8.099	1.558	0.008	-0.009	-0.057
Si	-2.579	-5.298	1.2	0.021	0.036	-0.052
Si	-0.055	-2.582	1.409	0.019	0.007	-0.036
Si	1.411	1.425	2.824	-0.001	-0.014	0.03
Si	4.126	4.073	2.793	-0.002	-0.029	0.008
Si	1.325	6.714	2.916	0.008	-0.015	0.041
Si	4.066	9.441	2.84	-0.002	-0.022	0.041
Si	1.326	-4.063	2.669	0.019	0.015	-0.005
Si	4.026	-1.344	2.656	-0.004	0.027	0.002
Si	6.796	1.337	2.705	0.005	0.007	0.038
Si	9.554	4.162	2.904	-0.03	-0.004	0.056
Si	6.838	6.807	2.711	0.001	0.001	0.014
Si	9.464	-6.853	2.672	0.014	0.032	0.015
Si	6.845	-4.113	2.612	-0.012	-0.046	-0.01
Si	-6.809	-1.409	2.543	0.013	0.01	-0.014
Si	-4.091	1.325	2.687	0.033	0	0.019
Si	-1.381	4.057	2.774	-0.004	-0.014	0.034
Si	-4.026	6.817	2.767	0.002	-0.007	0.019
Si	-1.358	-6.718	2.68	-0.041	-0.003	0.015
Si	-4.054	-4.066	2.62	0.008	0.007	0.025
Si	-1.456	-1.265	2.724	-0.02	0.022	0.028
Si	-0.009	0.022	4.085	-0.012	-0.016	-0.006
Si	2.765	2.746	4.176	-0.018	0.012	-0.002
Si	-0.057	5.382	4.204	0.006	0.009	0.001
Si	2.714	8.106	4.198	0.017	0.005	-0.006
Si	-0.006	-5.404	4.07	0.002	0.003	0.002
Si	2.695	-2.712	4.036	-0.009	0.021	0.019
Si	5.417	-0.018	4.05	-0.015	0.024	-0.039
Si	8.143	2.711	4.106	-0.014	0.002	-0.02
Si	5.483	5.454	4.102	0.001	0.012	0.009
Si	8.15	-8.156	4.104	0.019	-0.018	0.002
Si	5.471	-5.433	4.053	-0.007	-0.004	-0.03
Si	8.186	-2.743	3.985	-0.003	-0.009	-0.003
Si	-5.472	-0.055	3.992	-0.027	-0.007	0.014
Si	-2.741	2.678	4.09	0.007	0.013	-0.01
Si	-5.369	5.492	4.187	0.007	-0.004	-0.003
Si	-2.694	8.222	4.076	0.025	-0.019	0.003
Si	-5.442	-5.448	3.978	0.032	-0.02	-0.021
Si	-2.778	-2.685	4.057	-0.009	-0.005	-0.028
Si	1.324	-1.385	16.291	-0.001	-0.017	-0.021
Si	4.101	1.348	16.299	0	0.01	-0.007
Si	1.324	4.094	16.268	-0.003	0.004	-0.013
Si	4.087	6.823	16.297	0.006	-0.002	-0.003
Si	1.353	-6.811	16.302	0.001	0.002	-0.016
Si	4.077	-4.094	16.289	-0.001	-0.005	-0.008
Si	6.802	-1.369	16.313	-0.002	0.001	-0.007
Si	-6.781	1.368	16.338	-0.003	0.015	-0.011
Si	6.831	4.08	16.323	-0.017	0.009	-0.016
Si	-6.764	6.789	16.325	-0.001	0.004	-0.009
Si	6.819	-6.776	16.306	0.006	-0.001	-0.007
Si	-6.785	-4.069	16.364	-0.013	0.015	-0.008
Si	-4.105	-1.361	16.347	-0.002	-0.001	-0.004
Si	-1.41	1.347	16.328	-0.003	-0.012	-0.011
Si	-4.075	4.068	16.334	0.002	-0.006	-0.011
Si	-1.356	6.81	16.334	0.003	0.001	0
Si	-4.074	9.524	16.355	-0.003	-0.002	-0.01
Si	-1.362	-4.079	16.314	0.008	-0.002	-0.005
Si	2.73	-0.054	17.6	-0.012	-0.002	-0.002
Si	5.461	2.717	17.659	0.014	-0.013	0.002
Si	2.65	5.496	17.603	-0.013	0.006	-0.018
Si	5.467	8.183	17.646	-0.017	-0.008	0.027
Si	2.703	-5.442	17.638	-0.002	0	0.009
Si	5.439	-2.75	17.652	-0.006	-0.008	-0.001
Si	8.162	0.001	17.658	0.009	-0.001	0.009
Si	-5.412	2.71	17.728	0.013	-0.004	-0.009
Si	8.233	5.405	17.687	0.005	-0.007	-0.003
Si	-5.438	8.158	17.71	-0.003	-0.016	0.014
Si	8.172	-5.44	17.708	0.017	-0.007	-0.001
Si	-5.422	-2.722	17.752	-0.016	0.005	0.004
Si	-2.792	0.015	17.727	0.006	0.015	-0.011
Si	-0.022	2.722	17.622	-0.002	0.015	0.011
Si	-2.723	5.443	17.678	0.013	0	0.014
Si	0.019	-8.16	17.703	0.007	-0.007	-0.003
Si	-2.689	-5.436	17.697	-0.018	0.006	0.004
Si	-0.053	-2.697	17.69	0.01	0.007	0.014
Si	1.351	1.306	18.89	-0.017	0.004	-0.032
Si	4.012	4.125	18.869	-0.017	-0.004	-0.032
Si	1.353	6.799	19.096	0.015	-0.016	-0.023
Si	4.038	-6.825	18.992	0.005	0	-0.045
Si	1.345	-4.067	18.988	0.015	-0.007	-0.044
Si	4.058	-1.413	18.988	-0.001	0.004	-0.021
Si	6.837	1.358	19.037	-0.003	0.008	-0.035
Si	-6.741	4.051	19.114	-0.029	0.017	0
Si	6.909	6.848	18.954	0.003	0.043	-0.022
Si	-6.763	9.548	19.085	-0.013	0.013	-0.023
Si	6.762	-4.107	19.044	0.007	-0.017	0.001
Si	9.489	-1.34	19.064	0.004	0.008	-0.029
Si	-4.117	1.361	19.169	0.004	-0.028	0.001
Si	-1.358	4.074	19.015	-0.016	0.008	-0.031
Si	-4.073	6.794	19.065	0.004	-0.009	-0.042
Si	-1.323	-6.791	19.059	0.011	-0.002	-0.001
Si	-4.002	-4.08	19.097	0.003	0.014	-0.016
Si	-1.452	-1.351	19.071	0	-0.021	-0.027
Si	-0.039	0.05	20.298	0.023	0.018	0.043
Si	2.684	2.699	20.178	-0.013	0.026	0.027
Si	-0.011	5.404	20.426	0.005	0.007	0.032
Si	2.721	8.169	20.448	-0.012	0.014	0.061
Si	0.021	-5.404	20.396	0.018	0.007	0.068
Si	2.696	-2.726	20.373	-0.012	-0.027	0.068
Si	5.416	-0.059	20.303	0.02	-0.018	0.036
Si	8.241	2.674	20.473	0.012	-0.023	0.053
Si	5.414	5.513	20.114	-0.028	0.031	0.018
Si	8.209	8.178	20.448	-0.009	-0.023	0.04
Si	5.362	-5.467	20.365	-0.032	-0.003	0.057
Si	8.117	-2.748	20.383	0.025	0.017	0.049
Si	-5.538	0.017	20.537	-0.037	-0.006	0.079
Si	-2.687	2.747	20.445	0.013	0.016	0.076
Si	-5.394	5.412	20.489	0.029	0	0.07
Si	-2.653	-8.179	20.393	-0.003	-0.019	0.054
Si	-5.313	-5.474	20.448	-0.001	-0.018	0.024
Si	-2.737	-2.699	20.554	-0.008	0.006	0.037
Si	1.109	-1.489	21.584	0.21	0.063	-0.701
Si	4.295	1.622	21.448	-0.258	-0.326	-0.628
Si	1.181	3.761	21.592	0.029	0.175	-0.683
Si	4.407	7.002	21.608	-0.233	-0.045	-0.725
Si	1.56	-6.541	21.744	-0.09	-0.219	-0.716
Si	3.78	-4.342	21.704	0.15	0.165	-0.81
Si	6.897	-1.215	21.688	-0.143	-0.197	-0.76
Si	-7.179	1.021	21.974	0.337	0.309	-0.713
Si	6.52	3.935	21.359	0.313	0.137	-0.606
Si	-6.445	7.086	21.747	-0.286	-0.236	-0.696
Si	6.522	-7.02	21.672	0.201	0.082	-0.723
Si	9.741	-3.909	21.608	-0.125	-0.141	-0.774
Si	-4.45	-1.612	21.812	0.315	0.176	-0.72
Si	-1.073	1.61	21.713	-0.145	-0.107	-0.705
Si	-3.783	4.31	21.818	-0.158	-0.131	-0.729
Si	-1.587	6.552	21.745	0.211	0.077	-0.73
Si	-4.112	-7.038	21.812	0.165	0.326	-0.663
Si	-1.03	-3.809	21.765	-0.282	-0.159	-0.711
Si	-7.409	-4.47	-3.138	0.055	-0.077	0.042
Si	0.267	-6.911	-2.598	0.029	-0.123	0.031
Si	-6.259	5.285	-5.382	0.024	0.103	-0.161
Si	2.674	-2.654	-1.817	0.056	-0.028	0.02
Si	0.417	2.551	-5.368	-0.019	-0.058	0.031
Si	2.872	-2.285	-6.468	0.008	0.11	-0.078
Si	1.574	3.951	-3.057	-0.149	0.113	0.18
Si	-0.525	-7.51	26.298	-0.023	0.052	0.009
Si	6.267	7.159	25.57	0.062	0.008	-0.067
Si	2.246	-1.154	24.338	-0.029	-0.087	0.044
Si	-7.498	0.08	-4.304	-0.014	-0.046	0.131
Si	-8.171	-2.594	-5.398	0.101	-0.054	0.053
Si	-4.404	2.081	-7.132	0.05	-0.055	0.05
Si	6.812	-6.146	-4.679	0.086	0.107	-0.036
Si	3.946	2.193	24.289	0.084	-0.087	-0.154
Si	-6.46	1.274	25.106	-0.101	-0.053	-0.22
Si	0.806	6.802	-4.097	-0.025	-0.033	-0.015
Si	5.373	-1.884	-2.785	0.126	0.028	0.153
Si	5.983	0.627	-4.445	0.067	0.075	0.027
Si	-5.15	-6.364	-4.092	-0.097	-0.021	0.048
Si	0.456	0.147	26.255	0.013	-0.102	-0.039
Si	-0.67	4.78	-7.172	-0.002	0.029	-0.002
Si	-6.718	7.334	-3.129	0.066	-0.074	0.16
Si	-1.431	-4.394	-7.229	-0.04	0.01	0.018
Si	-4.12	-5.326	-6.708	0.014	0.041	-0.016
Si	-7.967	-5.724	23.771	0.016	-0.084	-0.126
Si	-1.817	-3.903	24.7	0.025	0	-0.009
Si	-1.429	0.136	-5.321	0.13	0.007	0.031
Si	-3.088	-6.449	24.829	-0.098	-0.106	-0.044
Si	6.635	8.012	-2.887	0.025	0.065	0.277
Si	2.614	5.594	23.612	0.036	-0.07	0.014
Si	4.273	2.738	-2.848	0.015	-0.098	0.248
Si	-0.043	-2.475	-5.372	-0.043	0.009	0.004
Si	-4.085	3.233	24.727	-0.048	-0.018	-0.095
Si	5.476	5.408	-1.888	-0.037	-0.013	0.173
Si	6.055	4.403	24.168	0.086	0.04	-0.077
Si	2.217	0.671	-6.968	-0.064	-0.017	-0.048
Si	-2.516	3.305	-2.033	0.06	-0.052	0.143
Si	-3.511	-1.323	24.74	-0.131	-0.026	-0.072
Si	-5.535	0.11	-2.141	0.062	-0.115	0.085
Si	-1.911	1.204	24.656	-0.02	-0.045	-0.142
Si	-3.516	1.48	-4.091	-0.004	-0.084	-0.081
Si	4.984	-2.435	23.879	-0.072	-0.01	-0.171
Si	-7.221	7.807	24.445	0.089	-0.031	-0.012
Si	0.582	-2.756	26.059	0.008	-0.023	-0.035
Si	-7.008	2.435	-6.048	-0.166	0.035	-0.083
Si	0.29	-4.044	-2.927	-0.085	0.036	0.255
Si	1.192	7.24	-7.249	-0.023	0.082	0.066
Si	-2.879	-7.462	-2.565	-0.026	-0.079	0.026
Si	0.392	7.78	23.738	-0.046	0.06	-0.023
Si	5.411	-3.577	-5.064	-0.052	-0.049	0.07
Si	2.813	3.898	26.025	0.104	-0.022	-0.089
Si	-3.548	4.997	-7.034	-0.159	-0.019	0.102
Si	-1.793	6.349	-2.671	-0.068	-0.074	0.065
Si	1.34	-1.37	5.423	0.001	0.006	0.01
Si	4.096	1.329	5.472	0.011	-0.003	0.01
Si	1.368	4.071	5.521	0.005	0.003	0.023
Si	4.119	6.779	5.502	-0.01	-0.015	0.02
Si	1.344	9.542	5.454	-0.01	-0.012	0.007
Si	4.086	-4.065	5.392	0.002	-0.006	-0.001
Si	6.812	-1.384	5.37	0.003	0.001	0
Si	9.529	1.33	5.402	0.02	0.002	0.004
Si	6.795	4.066	5.471	-0.004	-0.011	0.009
Si	-6.797	6.826	5.478	-0.007	0.001	0.017
Si	6.808	-6.779	5.45	-0.019	-0.01	0.002
Si	-6.779	-4.083	5.374	0.003	0.005	-0.005
Si	-4.13	-1.36	5.427	0.012	0.006	0.011
Si	-1.359	1.362	5.462	-0.001	-0.011	0.004
Si	-4.051	4.064	5.482	0.017	0.016	0.013
Si	-1.379	6.833	5.475	-0.019	-0.01	0.018
Si	-4.103	-6.777	5.408	-0.024	0.007	0.006
Si	-1.386	-4.049	5.409	-0.008	0.01	-0.001
Si	2.709	-0.022	6.8	-0.007	0.003	0.001
Si	5.44	2.706	6.828	-0.013	0.004	0.001
Si	2.737	5.437	6.852	-0.001	-0.002	0.008
Si	5.462	-8.145	6.824	0	0.007	0.004
Si	2.73	-5.419	6.783	0.007	-0.001	0
Si	5.449	-2.718	6.764	-0.002	-0.001	0.001
Si	8.158	-0.022	6.762	-0.003	0.002	-0.006
Si	-5.444	2.695	6.793	0	-0.007	0
Si	-8.153	5.436	6.813	0.008	-0.006	-0.003
Si	-5.438	-8.127	6.813	0.001	-0.004	0.002
Si	-8.137	-5.42	6.779	0.008	-0.004	-0.002
Si	-5.46	-2.732	6.786	-0.002	0.005	0.001
Si	-2.74	-0.009	6.785	-0.007	0.003	0.003
Si	-0.001	2.702	6.845	0.009	0.008	0
Si	-2.718	5.451	6.834	0.012	-0.001	0.003
Si	-0.003	8.18	6.823	0.001	-0.001	0.01
Si	-2.736	-5.421	6.772	-0.005	-0.004	0
Si	-0.017	-2.719	6.79	0	0.005	0.007
Si	1.363	1.337	8.181	-0.014	-0.009	0.002
Si	4.085	4.062	8.195	-0.012	-0.005	-0.001
Si	1.365	6.815	8.177	0.023	0.005	0.002
Si	4.081	-6.785	8.158	0.007	-0.004	0.002
Si	1.358	-4.072	8.147	-0.011	-0.003	-0.006
Si	4.088	-1.371	8.146	-0.009	0.011	-0.007
Si	6.815	1.341	8.153	-0.009	0.011	-0.004
Si	-6.795	4.066	8.158	-0.015	0.003	0.003
Si	6.815	6.803	8.176	-0.006	-0.007	-0.007
Si	-6.797	-6.775	8.166	0.012	0.003	0.002
Si	6.807	-4.072	8.138	0.008	0	-0.008
Si	-6.814	-1.37	8.146	0.004	-0.005	-0.002
Si	-4.082	1.351	8.16	0.01	0.005	0.001
Si	-1.352	4.088	8.185	0.016	0.018	0
Si	-4.091	6.813	8.172	-0.014	-0.017	-0.005
Si	-1.38	-6.78	8.154	0.001	-0.006	-0.008
Si	-4.087	-4.075	8.149	-0.006	-0.005	0.002
Si	-1.375	-1.362	8.152	-0.001	-0.001	0.001
Si	-0.012	-0.013	9.525	0.006	0.002	-0.002
Si	2.719	2.704	9.541	0.002	0.007	0.002
Si	0.01	5.448	9.536	0.004	-0.003	-0.002
Si	2.727	-8.146	9.526	-0.016	-0.004	0
Si	-0.006	-5.43	9.509	0.005	-0.003	0.002
Si	2.722	-2.72	9.512	0.008	0.002	-0.002
Si	5.441	-0.006	9.513	-0.001	-0.004	-0.003
Si	-8.156	2.709	9.518	0.006	-0.004	-0.005
Si	5.45	5.439	9.531	-0.006	-0.003	-0.006
Si	-8.146	-8.15	9.525	0.006	-0.004	-0.002
Si	5.452	-5.432	9.509	-0.003	-0.002	-0.005
Si	-8.165	-2.721	9.517	-0.013	0.003	0.001
Si	-5.447	-0.012	9.509	-0.003	0.001	-0.003
Si	-2.725	2.719	9.522	0	0.007	-0.004
Si	-5.447	5.44	9.52	0.001	-0.003	0.001
Si	-2.725	-8.148	9.524	0.002	0	-0.003
Si	-5.436	-5.428	9.526	-0.005	-0.003	0
Si	-2.729	-2.721	9.514	0.005	-0.001	-0.001
Si	1.356	-1.367	10.879	-0.009	0	0.002
Si	4.086	1.349	10.89	-0.003	0.005	-0.001
Si	1.363	4.077	10.892	0.003	-0.001	0.002
Si	4.086	-9.517	10.882	0.004	0.004	-0.004
Si	1.353	-6.791	10.871	0.009	-0.009	-0.001
Si	4.087	-4.077	10.869	-0.004	-0.003	-0.001
Si	6.798	-1.361	10.878	-0.009	0.005	-0.002
Si	-6.796	1.351	10.876	-0.005	0.006	0
Si	-9.51	4.075	10.884	-0.004	-0.004	-0.003
Si	-6.794	-9.515	10.888	-0.006	-0.006	0.001
Si	-9.512	-6.794	10.879	-0.005	-0.006	-0.001
Si	-6.801	-4.074	10.883	0.008	-0.002	0.002
Si	-4.089	-1.365	10.876	0.002	-0.003	-0.002
Si	-1.365	1.358	10.881	0.01	0	0.002
Si	-4.086	4.081	10.877	0.002	0.01	0
Si	-1.361	6.809	10.879	0.011	-0.005	0
Si	-4.083	-6.793	10.888	-0.007	0	0.002
Si	-1.367	-4.077	10.876	0	0.005	-0.002
Si	2.711	-0.005	12.243	0.004	-0.002	0.004
Si	5.45	2.715	12.244	-0.005	0.003	0.002
Si	2.728	5.44	12.243	0.002	-0.005	0.002
Si	5.451	-8.159	12.237	-0.007	-0.004	0.002
Si	2.723	-5.437	12.221	-0.003	0.004	0.002
Si	5.441	-2.72	12.238	0.005	0.007	0.001
Si	8.164	-0.005	12.237	-0.001	-0.001	-0.002
Si	-5.442	2.716	12.235	0.001	-0.007	-0.001
Si	-8.154	5.441	12.243	-0.006	0	0.002
Si	-5.434	-8.157	12.253	0.007	-0.008	0.007
Si	-8.15	-5.442	12.245	-0.002	0.002	0.001
Si	-5.442	-2.72	12.248	-0.008	0.006	0.004
Si	-2.73	-0.004	12.234	-0.005	0.005	0.001
Si	-0.006	2.719	12.244	0	0.016	0.003
Si	-2.726	5.445	12.23	0	-0.003	0.001
Si	-0.003	8.171	12.236	0.005	0.004	0.006
Si	-2.726	-5.431	12.245	0.006	-0.01	0.003
Si	-0.009	-2.723	12.239	0.008	-0.008	0.005
Si	1.351	1.358	13.607	-0.006	0.007	0.008
Si	4.092	4.079	13.603	0.01	-0.003	0.001
Si	1.36	6.807	13.587	-0.002	0	0.007
Si	4.089	-6.791	13.58	-0.004	-0.01	-0.003
Si	1.355	-4.093	13.583	0.011	-0.006	0.001
Si	4.072	-1.368	13.595	-0.007	-0.006	0.008
Si	6.816	1.356	13.601	0.002	0.001	0.004
Si	-6.791	4.081	13.598	0.003	-0.001	0.007
Si	6.809	-9.519	13.604	-0.012	0.005	0.004
Si	-6.792	-6.799	13.618	-0.003	-0.002	0.005
Si	6.815	-4.071	13.595	-0.013	-0.003	0
Si	9.519	-1.359	13.607	-0.003	0.005	0.004
Si	-4.09	1.352	13.595	0.003	0.007	0.01
Si	-1.379	4.079	13.59	0.001	0.004	-0.001
Si	-4.066	6.803	13.608	0.003	-0.006	0.006
Si	-1.368	9.524	13.6	0.002	0.005	0.006
Si	-4.087	-4.078	13.615	-0.007	0.01	0
Si	-1.376	-1.364	13.597	0.009	-0.001	0.001
Si	-0.03	0.001	14.959	-0.004	0.002	0.002
Si	2.724	2.72	14.956	0	0.005	-0.002
Si	-0.027	5.457	14.93	0.003	-0.007	-0.002
Si	2.728	8.173	14.935	0.001	0.006	0.005
Si	-0.005	-5.441	14.953	0.006	-0.004	-0.005
Si	2.704	-2.736	14.942	-0.006	-0.002	-0.002
Si	5.45	-0.014	14.941	-0.006	0.006	-0.003
Si	8.181	2.718	14.962	0	0.001	0.001
Si	5.453	5.438	14.967	0.001	-0.008	-0.011
Si	8.173	-8.169	14.973	-0.006	-0.011	-0.001
Si	5.454	-5.434	14.937	0.001	0.006	-0.006
Si	8.176	-2.726	14.974	0.006	-0.001	-0.005
Si	-5.444	-0.001	14.968	-0.001	-0.001	-0.004
Si	-2.737	2.713	14.952	0.005	0.011	0
Si	-5.421	5.431	14.959	0.002	0	-0.002
Si	-2.718	8.172	14.978	0.004	-0.005	-0.003
Si	-5.437	-5.437	14.991	0.002	-0.004	0.006
Si	-2.734	-2.712	14.975	0.001	-0.001	0.005
O	5.482	-3.35	-3.454	0.054	-0.475	0.251
O	3.349	-3.881	-1.035	-0.219	-0.241	-0.333
O	3.043	-6.639	26.29	-0.278	0.04	-0.665
O	2.563	2.645	25.016	-0.615	-0.364	-0.228
O	-6.812	1.393	23.52	-0.032	0.131	0.252
O	-7.223	-4.595	22.92	-0.098	0.229	0.364
O	1.63	-0.704	22.913	0.146	0.487	0.055
O	0.828	-7.12	23.089	-0.311	0.202	0.42
O	5.1	-8.047	25.502	-0.445	-0.13	-0.224
O	1.493	3.799	-1.444	0.066	-0.453	-0.042
O	6.759	5.026	-0.99	0.085	0.543	-0.073
O	-5.048	2.043	25.241	0.386	-0.257	0.456
O	-5.327	5.368	-0.366	-0.165	-0.094	-0.28
O	-1.336	-7.025	-2.667	0.087	0.133	-0.424
O	3.86	-1.674	-2.273	-0.279	0.497	0.214
O	-6.248	1.057	-1.068	0.188	-0.077	-0.192
O	1.677	-1.72	-1.005	-0.192	-0.107	-0.147
O	-1.998	4.82	-2.226	0.294	0.052	-0.017
O	-3.453	-6.633	23.256	0.228	0.052	0.122
O	-4.121	-7.31	25.702	0.043	0.305	0.123
O	-2.402	0.301	-4.046	0.199	-0.53	0.716
O	6.762	-7.577	-1.436	-0.084	0.046	-0.003
O	2.806	5.288	25.187	-0.035	0.234	0.065
O	2.067	4.284	22.847	-0.002	-0.081	0.208
O	3.962	6.156	22.928	0.255	-0.232	0.305
O	-1.703	0.947	23.063	-0.282	-0.434	0.008
O	7.836	-6.63	-5.849	0.448	0.032	0.225
O	-1.385	-4.442	23.227	-0.063	-0.357	0.019
O	4.83	1.408	25.398	0.32	-0.453	-0.098
O	2.68	-5.442	22.219	0.219	0.029	0.367
O	-0.042	0.157	-0.463	0	0.039	-0.295
O	-7.488	2.013	26.096	0.16	0.001	0.269
O	6.494	-1.736	-1.614	0.62	0.02	-0.261
O	3.744	1.314	22.963	-0.355	-0.202	0.081
O	1.545	-2.559	24.761	0.048	-0.423	-0.438
O	6.596	-2.745	-5.764	-0.148	0.456	-0.412
O	7.028	-6.241	23.01	-0.328	0.049	0.387
O	-4.663	1.06	-3.076	-0.277	0.211	0.222
O	-6.936	6.727	23.268	-0.202	-0.451	0.34
O	0.07	5.406	-0.087	0.055	0.128	-0.172
O	-4.623	-1.015	-1.432	0.097	-0.292	-0.416
O	5.788	6.65	-2.843	-0.226	-0.166	-0.688
O	-6.959	-6.979	23.973	0.534	0.135	-0.01
O	0.316	7.802	25.351	0.247	-0.541	0.264
O	5.489	8.115	22.139	-0.042	0.114	0.308
O	2.919	3.223	-3.539	0.066	-0.159	-0.448
O	5.969	-7.337	-3.988	-0.735	-0.048	-0.351
O	-3.05	7.306	-3.08	-0.511	-0.188	-0.106
O	-4.116	-0.979	23.275	-0.211	0.542	0.169
O	1.195	7.182	-5.622	0.404	0.188	-0.058
O	5.349	-5.527	-0.457	0.129	-0.105	-0.2
O	2.712	8.005	-0.345	-0.043	-0.221	-0.666
O	-7.292	-4.124	-1.559	-0.288	0.18	0.132
O	5.308	-5.436	26.042	0.345	0.017	-0.224
O	-0.964	-2.999	-6.581	-0.107	0.406	-0.142
O	-3.683	-6.375	-3.433	0.2	0.462	0.088
O	5.503	2.692	21.65	0.116	-0.024	0.253
O	-1.587	-6.899	25.249	0.298	-0.003	-0.134
O	-7.78	-3.117	-3.922	0.195	0.232	0.146
O	5.373	0.135	-0.338	-0.075	-0.034	-0.334
O	5.705	-5.145	-5.304	-0.571	-0.333	-0.133
O	-4.778	5.409	-6.053	0.163	0.177	0.196
O	-2.668	-2.63	-0.627	-0.116	0.068	-0.375
O	-2.697	5.459	22.268	0.011	0.044	0.494
O	-5.231	8.132	22.067	0.059	-0.126	-0.09
O	-2.869	2.84	-3.525	0.097	0.509	-0.241
O	2.996	-0.659	-6.446	0.553	0.06	0.2
O	6.192	-1.781	23.038	0.022	-0.148	0.263
O	-2.877	0.06	25.274	-0.036	-0.012	0.401
O	1.738	-3.317	-2.929	0.183	0.092	-0.63
O	-0.759	6.417	-3.909	-0.338	-0.288	-0.553
O	-8.138	2.813	-0.403	-0.164	-0.083	-0.541
O	-4.375	3.609	23.171	-0.477	-0.268	0.107
O	-2.339	-2.398	24.533	0.531	0.354	0.073
O	-2.566	-5.117	-6.318	0.193	-0.211	0.547
O	-0.874	1.621	-5.665	-0.225	0.317	-0.093
O	-5.37	-5.58	-0.506	-0.048	0.024	-0.459
O	-6.675	-0.556	-3.074	-0.254	-0.688	0.274
O	-6.457	-0.248	25.662	-0.209	-0.017	-0.176
O	-5.867	-7.723	-3.637	0.061	-0.067	-0.127
O	5.534	-2.927	25.293	0.255	0.2	0.073
O	5.013	1.748	-3.859	-0.195	0.309	-0.173
O	0.046	-2.623	22.085	-0.085	-0.048	0.344
O	4.66	3.619	23.943	-0.242	0.347	-0.303
O	3.954	2.029	-1.422	-0.571	0.216	-0.222
O	7.979	-0.102	22.17	-0.033	0.013	0.325
O	-7.464	5.852	-6.303	-0.038	0.203	0.293
O	-1.287	7.085	-1.302	0.151	0.367	-0.01
O	-6.639	3.735	-5.171	-0.163	-0.104	0.376
O	0.598	-5.555	-3.399	0.17	-0.095	-0.598
O	7.019	3.374	24.921	0.285	-0.093	-0.444
O	-0.226	-0.896	-5.069	0.366	0.22	0.156
O	4.236	5.885	-0.975	-0.413	-0.429	-0.221
O	1.886	-0.06	25.491	0.482	0.281	0.314
O	4.021	-3.04	-5.635	0.06	-0.384	-0.038
O	0.789	-6.659	-1.091	-0.346	0.102	0.208
O	-1.508	2.248	-1.306	0.052	-0.012	-0.523
O	-0.484	1.123	25.386	0.16	0.518	-0.197
O	-5.541	-2.779	22.162	0.029	-0.062	0.345
O	-2.344	-0.453	-6.494	-0.222	-0.28	0.208
O	8.071	7.624	-3.48	0.023	0.042	-0.553
O	7.724	-5.515	-3.489	-0.031	0.026	0.22
O	-7.164	-2.807	25.907	0.075	-0.064	-0.643
O	7.953	-5.049	25.16	-0.132	-0.265	0.259
O	-6.676	1.207	-5.07	0.41	0.053	-0.079
O	0.079	2.69	22.171	0.078	0.123	0.378
O	5.987	0.687	-6.062	-0.343	-0.351	-0.113
O	-0.542	-3.288	-4.073	-0.58	0.059	-0.057
O	-6.234	6.029	-3.949	0.561	-0.386	0.348
O	7.102	7.564	-7.219	-0.608	-0.054	-0.012
O	-2.057	5.12	-6.381	-0.093	0.27	0.831
O	5.794	5.746	24.996	-0.251	0.099	0.13
O	5.51	-0.829	-3.984	-0.224	-0.139	-0.411
O	-4.828	-3.845	-6.794	0.211	0.378	0.246
O	-6.669	7.183	-1.516	0.207	0.352	-0.169
O	6.786	4.723	22.767	0.139	0.655	-0.006
O	-3.821	3.359	-1.086	-0.449	-0.171	-0.119
O	0.34	3.9	-6.262	0.59	0.013	-0.131
O	-3.043	-4.859	25.18	-0.353	0.153	0.223
O	4.408	-3.695	23.052	0.158	-0.301	0.338
O	-4.911	-6.279	-5.685	-0.289	-0.362	-0.315
O	1.694	1.624	-5.761	0.366	0.16	0.615
O	-6.31	7.518	25.742	-0.096	-0.491	0.167
O	0.428	3.084	-3.828	-0.415	-0.213	0.19
O	1.048	8.139	-3.216	0.603	0.171	0.02
O	-1.002	7.277	23.086	-0.436	0.04	0.616
O	-5.996	-5.074	-3.63	0.195	0.326	-0.16
O	-7.39	-3.465	-6.481	-0.243	-0.374	0.083
O	-0.548	-3.872	25.725	-0.061	-0.282	0.203
O	7.792	2.455	-6.61	-0.227	0.21	-0.168
O	5.159	4.068	-2.693	0.292	-0.048	-0.339
O	-0.561	-4.008	-1.529	-0.056	-0.159	-0.053
O	-4.589	-1.953	25.771	0.22	-0.186	0.403
O	-2.57	2.669	24.878	0.226	0.466	0.528
O	7.461	0.804	-3.809	0.004	0.258	0.402
O	7.537	7.708	24.767	-0.211	0.252	-0.35
O	-3.48	-7.406	-1.069	-0.042	-0.187	-0.051
O	1.485	-2.722	-5.783	0.082	-0.35	0.097
O	1.521	6.727	23.341	0.026	-0.001	-0.217
O	-4.014	1.757	-5.593	-0.093	-0.015	0.024
O	-4.312	4.574	25.598	0.124	0.262	-0.166
O	1.616	5.512	-3.526	0.388	0.116	0.05
O	-7.801	-1.038	-5.423	0.072	0.274	-0.597
O	3.828	-1.347	24.156	0.132	0.278	0.296

Results
total energy: -101654.638 eV
total energy less fixed offsets of O -438.25, Si -107.07 eV per atom: -1.438 eV
